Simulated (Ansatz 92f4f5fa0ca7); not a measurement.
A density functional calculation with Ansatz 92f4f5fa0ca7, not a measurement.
Periodic cell of 222 atoms, Si131O89As1H1, from a study of silicon, its oxide and their interface. The atomic structure is a simulated model.
Doubt: the cutoff is far below the 930 eV that the study's wrapper takes by default for these files, so forces and energies are approximate.
This geometry differs little from another in the collection (a relaxation step or a small displacement).

Settings
functional: PBE
potential files: Ansatz PAW
basis: plane waves
wave-function cutoff: 580 eV
density cutoff ratio: 5
exchange-correlation grid ratio: 1
k mesh: 1 x 1 x 1, Gamma-centred
self-consistency stop: 5e-08 eV per atom in the density residual
occupations: fixed
spin: none
net charge: 0

Cell vectors (angstrom)
a 10.938 0 0
b 0 10.938 0
c 0 0 32.5093

Atoms and the computed forces on them: element, x, y, z (angstrom), force x, y, z (eV/angstrom)
Si -0.2989 0.2165 25.0721 0.0107 -0.0122 0.0085
Si 5.6966 -0.2654 24.9894 -0.0204 0.0173 0.0319
Si 2.4157 2.9502 25.1126 0.0133 -0.0103 0.0095
Si 8.365 2.3929 25.039 -0.0172 0.0157 0.0299
Si 0.1756 5.1486 25.0911 -0.0208 0.0142 0.0261
Si 5.105 5.609 25.0167 0.0112 -0.0126 0.0195
Si 2.9201 7.8869 25.0053 -0.0199 0.0194 0.0269
Si 7.8951 8.3974 24.9872 0.0151 -0.0162 0.0147
Si 1.2867 1.3493 26.4008 0.0063 -0.0061 0.0018
Si 6.8112 1.2802 26.3892 -0.0034 0.0028 -0.0074
Si 4.013 4.0861 26.4165 0.0064 -0.0062 -0.0014
Si 9.5082 4.0173 26.364 0.0015 0.0025 -0.0066
Si 1.3362 6.7785 26.3565 -0.0005 0.0035 -0.005
Si 6.753 6.7922 26.2926 0.0041 -0.0029 0.001
Si 4.078 9.5197 26.293 -0.0004 0.0019 -0.0046
Si 9.4939 9.5342 26.3356 0.0044 -0.0044 0.0008
Si 2.7363 -0.0144 27.6905 0.0008 0.0006 0.0064
Si 8.2057 -0.0233 27.7612 0.0019 0.0033 0.007
Si -0.0263 2.7358 27.7693 -0.0027 0.002 0.011
Si 5.4629 2.7261 27.7093 0.0018 0.0008 0.005
Si 2.71 5.4813 27.7753 -0.0021 0.0016 0.0091
Si 8.1788 5.4725 27.6848 0.0012 0.0022 0.0072
Si -0.0131 8.2027 27.6921 0.0014 0.0013 0.0075
Si 5.4576 8.1968 27.7146 -0.0014 0.0005 0.0042
Si 4.1018 1.3673 29.0911 -0.0324 -0.0906 -0.1713
Si 9.5708 1.3673 29.0911 -0.0755 -0.1113 0.358
Si 1.3673 4.1018 29.0911 -0.1574 0.012 0.3563
Si 6.8362 4.1018 29.0911 -0.0333 0.0099 -0.1805
Si 4.1018 6.8362 29.0911 0.0123 0.1258 0.1998
Si 9.5708 6.8362 29.0911 -0.0729 -0.0325 -0.2709
Si 1.3673 9.5708 29.0911 -0.017 -0.0513 -0.2374
Si 6.8362 9.5708 29.0911 -0.1067 -0.1861 0.1607
Si 0 0 30.4583 -0.0382 0.0351 -0.0063
Si 5.469 0 30.4583 -0.0303 -0.0517 -0.0137
Si 2.7345 2.7345 30.4583 -0.0653 -0.0179 -0.0253
Si 8.2035 2.7345 30.4583 0.0143 -0.0645 -0.0036
Si 0 5.469 30.4583 -0.0023 -0.0792 -0.0043
Si 5.469 5.469 30.4583 -0.033 0.0059 -0.0151
Si 2.7345 8.2035 30.4583 0.0329 -0.0399 -0.0027
Si 8.2035 8.2035 30.4583 -0.0671 -0.0277 -0.0161
Si 1.3673 1.3673 31.8256 0.0329 -0.0097 -0.0082
Si 6.8362 1.3673 31.8256 -0.0104 0.0406 -0.0251
Si 4.1018 4.1018 31.8256 0.0016 -0.018 -0.0179
Si 9.5708 4.1018 31.8256 0.0051 0.0562 -0.0226
Si 1.3673 6.8362 31.8256 -0.0417 0.0138 -0.0277
Si 6.8362 6.8362 31.8256 0.0431 -0.0066 -0.0038
Si 4.1018 9.5708 31.8256 -0.0239 0.0273 -0.0191
Si 9.5708 9.5708 31.8256 0.0213 -0.024 -0.0156
Si 2.7345 0 0.6835 0.0081 -0.0122 0.0275
Si 8.2035 0 0.6835 0.0098 0.0197 0.0218
Si 0 2.7345 0.6835 -0.044 -0.0018 0.0017
Si 5.469 2.7345 0.6835 0.0097 -0.0305 0.0219
Si 2.7345 5.469 0.6835 -0.0024 0.0269 0.0198
Si 8.2035 5.469 0.6835 0.0058 -0.056 0.029
Si 0 8.2035 0.6835 0.0338 -0.0332 0.0209
Si 5.469 8.2035 0.6835 -0.0545 0.0147 -0.0004
Si 4.1018 1.3673 2.0507 -0.0091 0.0895 0.0017
Si 9.5708 1.3673 2.0507 0.0871 0.0408 -0.0035
Si 1.3673 4.1018 2.0507 -0.0008 -0.0191 0.0285
Si 6.8362 4.1018 2.0507 0.0214 0.055 0.0089
Si 4.1018 6.8362 2.0507 0.0715 0.0104 -0.0069
Si 9.5708 6.8362 2.0507 0.0254 0.0725 0.0072
Si 1.3673 9.5708 2.0507 -0.011 0.0435 0.0128
Si 6.8362 9.5708 2.0507 0.0129 -0.0538 0.0103
Si 0 0 3.418 0.0358 0.1206 -0.3337
Si 5.469 0 3.418 -0.0235 0.0144 0.4124
Si 2.7345 2.7345 3.418 0.2145 -0.1311 -0.1356
Si 8.2035 2.7345 3.418 -0.0393 -0.1052 -0.025
Si 0 5.469 3.418 0.0058 0.0274 0.133
Si 5.469 5.469 3.418 0.0728 0.274 -0.3879
Si 2.7345 8.2035 3.418 0.2249 0.1572 0.0616
Si 8.2035 8.2035 3.418 -0.0298 -0.0119 -0.1586
Si 1.4152 1.3225 4.7618 -0.0025 -0.0024 -0.0092
Si 6.8532 1.3777 4.8219 -0.002 -0.0003 -0.007
Si 4.1331 4.12 4.7419 0.0039 0.0019 -0.0097
Si 9.5599 4.0944 4.7811 -0.0016 0.0014 -0.0066
Si 1.3888 6.8541 4.7773 -0.0039 -0.0012 -0.0087
Si 6.832 6.8469 4.7778 0.0037 0.0065 0.0019
Si 4.1158 9.5626 4.8488 -0.002 -0.002 -0.0049
Si 9.5445 9.6177 4.7452 -0.0135 -0.0009 -0.006
Si 2.7562 -0.0031 6.2459 0.0034 -0.0029 0.0058
Si 8.2677 0.0581 6.2103 0.004 0 0.003
Si 0.0705 2.7484 6.0582 -0.0066 -0.0013 0.0028
Si 5.5574 2.8535 6.1492 0.0088 -0.0066 0.0044
Si 2.8513 5.5479 6.1026 0.0048 0.0072 0.0095
Si 8.1879 5.4664 6.1408 0.0033 -0.0041 -0.0052
Si 0.0182 8.2873 6.0554 0.0092 -0.0054 0.005
Si 5.5736 8.2611 6.2286 0.003 -0.0049 -0.0001
Si 3.8894 1.7794 7.3431 0.0043 -0.0108 -0.0081
Si 9.9411 1.1926 7.4516 -0.0186 0.0182 -0.0206
Si 1.6334 3.9755 7.3032 -0.029 0.0328 -0.004
Si 6.7029 4.3646 7.6443 0.0058 -0.0059 -0.0084
Si 4.4636 6.6178 7.49 -0.0179 0.0144 -0.0188
Si 9.3747 7.1122 7.2785 -0.0095 0.009 0.0413
Si 1.0964 9.7643 7.544 0.0104 -0.0093 -0.0142
Si 7.2096 9.3939 7.587 -0.0036 0.0034 -0.0046
O 1.3161 4.0661 24.5689 0.0056 -0.0056 -0.0183
O 6.8084 9.5473 24.4747 0.003 -0.0039 -0.0173
O 2.6835 2.8117 7.7767 0.0152 -0.0194 0.0143
O 8.2871 8.1891 7.8891 0.0202 -0.0199 0.0011
O 5.5352 5.4788 8.0816 -0.0006 0.0001 0.015
O 0.0288 0.0085 8.0213 0.0019 -0.002 0.0164
O 4.0421 6.7741 24.4937 0.0066 -0.0041 -0.0163
O 9.5332 1.3299 24.5286 0.0044 -0.0038 -0.0171
O 1.5415 8.8661 8.8943 -0.0019 -0.0027 0.008
O 1.0871 4.6392 8.6973 0.0049 0.0012 0.0029
O 9.3841 2.0157 8.7516 0.0019 -0.0009 0.01
O 6.8825 9.9974 9.0952 -0.0021 -0.0018 0.0099
O 4.6045 1.5026 8.8058 0.0008 0 0.014
O 3.7373 7.3531 8.7778 -0.0002 -0.005 0.0133
O 7.4262 3.7532 9.0284 0.0002 0.0013 -0.0003
O 10.0742 6.4872 8.605 -0.0136 0.0069 -0.0323
O 3.1281 2.2869 23.7995 -0.0028 0.0023 0.0045
O 5.1269 0.5156 23.6482 -0.0023 0.0035 -0.0085
O 7.565 2.9059 23.6924 -0.002 -0.0005 -0.0075
O 10.3811 5.7773 23.7649 -0.0013 -0.0015 -0.0061
O 8.5654 7.7141 23.6397 -0.0008 -0.0014 -0.0026
O 2.2039 8.5034 23.6545 -0.0014 0.0017 -0.0087
O 5.5852 4.7494 23.6902 -0.0005 -0.0012 -0.0042
O 0.4087 10.488 23.7512 0.0004 0.0008 0.0004
Si 3.0434 8.6179 9.5229 0.0001 -0.0024 -0.0119
Si 7.2429 4.6932 14.1667 -0.0026 -0.004 0.0012
Si 1.1648 -1.2526 13.3204 -0.0012 -0.0041 0.004
Si 3.8194 1.1428 22.8827 0.0017 -0.0042 -0.006
Si 6.2119 0.3688 15.7946 0.0015 -0.0019 0.0014
Si 1.9501 1.8338 16.8716 0.003 -0.0029 -0.0019
Si 1.5983 9.8027 22.8806 0.0036 0.0011 -0.0018
Si 3.9928 10.3919 13.9966 0.0038 -0.0029 0.0051
Si 0.4742 7.1028 12.0201 0.0038 -0.0043 -0.0092
Si -2.0188 7.278 13.6962 -0.0019 0.0008 0.0042
Si 5.7986 0.0426 18.8781 0.0014 -0.0008 -0.003
Si 4.6146 6.056 14.3656 0.0008 -0.0016 0.0049
Si 11.5837 10.1017 20.0729 0.0063 -0.0065 0.0009
Si 6.4305 -1.0139 10.6596 0.0006 0.0036 -0.0123
Si 4.0798 11.4647 9.9797 0.0051 -0.0037 -0.0195
Si -1.1937 8.5564 18.3053 -0.0051 0.0006 -0.008
Si 0.0168 -2.8593 15.5959 0.0026 -0.0025 -0.0017
Si 0.8114 3.0178 14.1283 -0.0064 0.0054 0.0038
Si 1.6623 5.8532 14.5562 0.0069 0.0023 0.0054
Si 6.8313 4.0994 22.855 0.0003 -0.0033 -0.0006
Si 6.8363 3.2932 16.6179 -0.0019 0.0005 -0.0042
Si 8.7874 3.1421 9.7569 0.0056 0.0055 0.0034
Si 4.6397 8.2121 12.0446 -0.0064 -0.005 -0.0054
Si 4.3958 -3.7362 17.2403 -0.0005 -0.0031 -0.0016
Si 2.371 1.3038 12.3912 0.0011 -0.0021 -0.0026
Si -6.8492 4.1224 17.9359 -0.0006 0.002 -0.0039
Si -2.9631 -0.5866 13.3239 0.0006 -0.0049 -0.0074
Si 6.9305 8.3186 18.9091 -0.0027 -0.0021 -0.0054
Si 5.2489 2.6384 20.5011 0.0023 -0.0012 -0.0022
Si 8.9261 6.4348 20.004 -0.0056 0.0032 -0.0011
As 11.4527 2.2624 19.6181 -0.0126 -0.0074 -0.0106
Si 10.884 5.4406 9.5104 -0.0061 0.0065 0.0013
Si -1.895 3.7012 18.6375 -0.0046 -0.0002 -0.0081
Si -1.8132 -4.5813 22.9206 -0.0045 -0.0016 0.004
Si 2.9962 10.0273 17.9376 0.003 -0.0008 -0.0039
Si 8.8789 2.3499 12.8002 -0.0046 0.0026 0.0017
O 4.9028 7.0182 15.6712 -0.0007 0.0004 0.002
O 2.5361 0.2869 16.8823 -0.0006 -0.0014 0.0009
O 7.688 4.3733 15.7152 0.0013 -0.0015 0.0018
O 0.7565 8.7169 12.0619 0.0012 0.0024 0.0038
O 2.6221 -1.4402 14.0574 0.0026 0.0005 -0.0002
O 3.4125 8.5454 17.3175 -0.0015 0.0039 0.0033
O -1.2079 2.5448 19.5977 0.003 -0.0006 0.0071
O 5.3249 11.1079 10.9436 0.0027 -0.0025 0.0025
O 1.5194 6.4427 13.0599 -0.0008 -0.0019 0.0076
O 0.7191 6.3485 10.6163 -0.0015 0.0009 0.009
O 6.4594 -1.2375 19.6528 0.0013 -0.0007 0.0068
O 7.5205 7.2869 20.0257 0.0016 -0.0023 0.0076
O -7.2725 0.8811 13.2858 -0.0001 -0.0003 0.0003
O -2.3807 4.8978 19.6304 0.0019 -0.0025 0.0072
O 8.1691 8.7033 17.8882 0.0041 -0.0005 0.0038
O 7.7273 6.1802 13.7048 0.0042 0.0037 0.0007
O 4.2023 -0.233 18.7896 -0.0004 -0.0007 0.0024
O 12.3987 3.4382 20.2049 0.0072 0.0094 0.0091
O 2.7875 -0.0708 22.587 -0.004 -0.001 0.0064
O -5.9864 9.4343 13.0979 0.0007 0.0035 0.0047
O 6.2938 3.5079 21.4274 -0.0064 -0.0053 -0.0027
O 4.4658 3.6497 19.4661 0.0004 0.0004 0.0053
O 3.189 5.3564 14.7001 -0.0066 0.001 -0.0029
O 0.5875 0.7595 20.4999 -0.0011 0.0026 0.0054
O 0.9634 -1.6232 21.4608 -0.0014 -0.0019 0.0028
O 7.5528 10.3084 11.7479 0.006 -0.0021 0.0191
O 5.8641 8.3948 10.9619 0.0015 0.0005 0.0042
O 5.6211 4.798 14.1398 0.0035 0.0013 -0.0018
O 1.791 9.7552 18.9859 -0.0007 0.0001 0.0056
O 0.7405 4.5341 14.7314 0.0014 -0.0014 -0.0003
O -0.2184 -2.174 17.0313 0.0011 -0.0015 0.0043
O 3.7342 10.0635 9.1993 0.0035 0.0065 0.0103
O -2.4186 8.8285 13.5072 0.0038 -0.0018 0.0012
O 5.4338 14.902 17.038 -0.0002 -0.0013 0.0039
O 9.8719 6.8235 12.4569 -0.0039 0.0051 0.0101
O 1.2777 2.0621 15.3863 0.0019 -0.0031 0.0019
O 7.1076 -0.4192 14.6992 -0.0003 0.0015 0.001
O 0.7157 1.7445 17.9595 -0.0016 0.001 0.0039
O 1.1264 11.1998 12.7069 -0.0009 0.0007 0.0002
O -0.9956 7.038 18.8725 0.0048 -0.0014 0.0019
O 7.9232 5.2857 22.6932 0.0052 0.0051 0.0051
O 0.1519 -1.6069 14.5476 0.0006 -0.0008 0.0019
O 6.441 0.0115 17.3651 -0.0019 0.001 0.0029
O -5.2185 7.5785 18.1171 0.0029 0.0019 0.0047
O 4.7034 -0.1413 15.3996 -0.0001 -0.0012 -0.0008
O 1.8757 2.7821 12.879 0.0008 -0.0012 0.0021
O 4.2205 1.8416 21.4776 0.0023 0.0038 0.0043
O 10.1463 -1.2826 19.4443 -0.0016 0.0009 0.0054
O 9.6762 6.6568 21.4254 0.0028 0.0008 -0.0019
O -0.6446 2.8302 13.4424 0.0022 -0.0019 0.0006
O 2.8293 1.1869 10.8202 -0.0017 0.0038 0.007
O 7.7426 3.4344 13.2777 0.0043 0.0017 0.0025
O -4.9022 1.463 19.6428 0.0012 -0.0014 0.0047
O 1.287 7.0395 15.6247 -0.0006 -0.0011 -0.004
O 3.7469 -5.1794 17.801 0.001 -0.0033 0.003
O -3.1837 2.9966 17.9247 0.0017 -0.0005 0.0058
O 4.6081 -4.0747 12.9381 0.0008 -0.0017 0.0024
O 8.8307 0.8087 13.3451 -0.002 -0.0041 -0.002
O 6.5064 1.9739 15.7042 0.0009 -0.002 0.0005
O 3.2551 8.3453 11.1424 0.0061 -0.0008 0.0149
O 9.8256 4.3573 10.1034 -0.0036 -0.0047 -0.0003
O 8.6399 2.3631 11.182 0.0036 -0.0013 0.0043
O 2.9702 3.0665 17.2914 0.0014 0.0009 0.0026
O -1.258 -3.7835 15.1421 -0.0006 0.0022 -0.009
O -0.7812 4.1964 17.5548 -0.0074 0.0122 -0.0217
H -1.0896 4.69 16.7771 0.0091 -0.0126 0.0248

Results
free energy: -138760.945 eV
free energy less fixed offsets of As -4856.12, H -15.97, O -568.88, Si -635.61 eV per atom: 6.375 eV

The program warned: the cutoff lies below the one the program advises for these potential files; the exchange-correlation potential is rough where the density is thin.
